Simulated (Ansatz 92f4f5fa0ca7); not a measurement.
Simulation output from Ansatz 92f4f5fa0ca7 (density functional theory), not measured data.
Periodic cell of 216 atoms, Si120O64H32, with a vacuum gap, from a study of silicon, its oxide and their interface. The atomic structure is a simulated model.

Settings
functional: r2SCAN
potential files: Ansatz PAW
basis: plane waves
wave-function cutoff: 800 eV
density cutoff ratio: 5
exchange-correlation grid ratio: 1
k mesh: 1 x 1 x 1, shifted by 0.5 0.5 0 of a step
self-consistency stop: 1e-11 eV per atom in the density residual
occupations: fixed
spin: none
net charge: 0
applied field: sawtooth along c, amplitude -0.015 V/angstrom in the program's sign convention, ramp centred at 0.9874 of c and 0.0253 of c wide, no dipole correction

Cell vectors (angstrom)
a 10.888 0 0
b 0 10.888 0
c 0 0 39.5488

Atoms and the computed forces on them: element, x, y, z (angstrom), force x, y, z (eV/angstrom)
Si 0.3823 -0.4673 25.8527 -0.0114 -0.0068 -0.0251
Si 3.0003 2.5984 25.8766 0.0042 0.0091 -0.0208
Si -0.322 5.8075 25.9448 0.0062 -0.0189 -0.026
Si 4.2624 9.7063 27.2144 -0.0022 0.0009 -0.0063
Si 5.2924 0.4374 25.7531 0.0101 -0.0002 -0.0292
Si 8.1523 2.9228 26.0434 0.0063 -0.0026 -0.0262
Si 5.6362 4.7402 25.5619 -0.0071 0.0009 -0.031
Si 8.9109 7.5951 25.9624 -0.0098 0.0171 -0.0277
Si 1.3723 1.3542 27.0294 0.0023 -0.0049 -0.0019
Si 4.2282 3.9696 27.2771 0.0054 -0.0001 -0.011
Si 1.5186 6.7783 27.0947 -0.0036 0.0126 -0.0081
Si 2.8117 8.439 25.9763 0.0097 -0.004 -0.0283
Si 6.9063 1.35 27.2224 -0.0025 0.0109 -0.0056
Si 9.5996 4.1842 27.3342 -0.012 0.0038 -0.0167
Si 6.999 6.9029 27.1357 0.0039 -0.009 -0.0176
Si 9.7202 9.3811 27.2435 0.0102 -0.0053 -0.0197
Si 0.0822 2.6994 28.5029 0.0105 0.0033 0.0161
Si 2.7695 0.0818 28.5255 0.0044 -0.0051 0.0059
Si 0.1684 8.062 28.6129 -0.0062 0.0033 0.0078
Si 2.8405 5.4227 28.4891 -0.0052 -0.0113 0.0165
Si 5.5523 2.6485 28.6621 0.0038 -0.0098 -0.0008
Si 8.2703 -0.0828 28.4964 -0.0045 -0.0022 0.0135
Si 5.5857 8.2393 28.494 0.0049 -0.0031 0.0128
Si 8.1477 5.4564 28.638 0.0065 0.0006 -0.0004
Si 1.448 4.0679 29.8637 -0.0161 -0.0037 0.0163
Si 4.1088 1.3537 29.9652 0.0206 0.0295 0.0181
Si 1.4525 9.5405 29.8941 -0.0026 0.0074 0.0168
Si 4.1714 6.84 29.8263 0.0166 0.0191 0.0269
Si 6.8444 4.0699 29.987 -0.0059 -0.0002 0.0093
Si 9.5831 1.3405 29.856 -0.0111 0.0024 0.0256
Si 6.8986 9.5294 29.9256 -0.0045 0.0165 0.0232
Si 9.586 6.7867 29.9445 -0.0065 -0.0052 0.0135
Si 0.0372 -0.0144 31.2376 0.007 0.0013 0.1898
Si 2.7534 2.7348 31.2867 0.0035 -0.0316 0.1656
Si 0.0486 5.3959 31.2584 0.0208 -0.0012 0.1716
Si 2.7915 8.1623 31.2284 0.0013 -0.0328 0.1944
Si 5.4781 -0.0267 31.2809 0.0243 -0.033 0.1665
Si 8.2205 2.6849 31.2676 0.0127 -0.016 0.1788
Si 5.4647 5.4702 31.261 0.0086 -0.0095 0.1844
Si 8.228 8.1618 31.2844 0.0008 -0.0122 0.1697
Si 1.3613 1.3653 32.6115 0.1055 -0.0458 0.2562
Si 4.1 4.1079 32.6203 -0.0445 0.0967 0.3725
Si 1.3843 6.8226 32.585 0.096 -0.2033 0.1469
Si 4.1087 9.4972 32.6317 0.1901 -0.0093 0.3057
Si 6.8135 1.3664 32.6274 0.1114 -0.1468 0.2764
Si 9.5529 4.0584 32.6275 0.1765 -0.12 0.2945
Si 6.8329 6.8143 32.6227 0.046 -0.0709 0.2994
Si 9.5471 9.5461 32.6243 0.1113 -0.0812 0.3402
Si -0.0196 2.6926 6.9494 -0.1002 0.1667 -0.316
Si 2.7041 -0.0199 6.9102 -0.0785 0.0998 -0.2873
Si -0.0161 8.1573 6.9234 -0.2069 0.1344 -0.2182
Si 2.7312 5.4653 6.8994 0.0058 -0.0597 -0.4577
Si 5.4374 2.7305 6.9466 -0.1174 -0.0101 -0.1655
Si 8.1519 -0.0051 6.9321 -0.0974 0.0779 -0.3342
Si 5.4666 8.1575 6.9506 -0.0773 0.0659 -0.3178
Si 8.155 5.4208 6.9283 -0.112 0.1191 -0.2282
Si 1.3504 4.1091 8.2204 -0.0112 -0.0063 -0.1725
Si 4.0616 1.3291 8.2736 0.0126 0.0146 -0.1712
Si 1.289 9.56 8.281 -0.0304 0.0223 -0.1842
Si 4.1001 6.7834 8.2786 0.0019 0.0145 -0.1864
Si 6.7703 4.1084 8.3257 -0.0119 0.0082 -0.1875
Si 9.4501 1.3668 8.3105 -0.0073 0.0251 -0.1827
Si 6.7845 9.5518 8.3118 -0.017 0.0091 -0.1764
Si 9.4808 6.8006 8.287 -0.0228 0.0397 -0.1745
Si -0.1273 0.0041 9.6845 0.0124 -0.0099 -0.0288
Si 2.6734 2.7236 9.549 -0.0071 -0.0141 -0.0058
Si -0.0313 5.4192 9.5938 0.0145 -0.001 -0.0257
Si 2.7009 8.1737 9.5203 -0.0113 -0.0178 -0.0085
Si 5.4203 0.0136 9.7027 -0.0189 -0.014 -0.0265
Si 8.078 2.7191 9.6861 0.0102 -0.0047 -0.0221
Si 5.4094 5.4493 9.7332 -0.0033 -0.0015 -0.021
Si 8.09 8.1518 9.6632 0.012 -0.0072 -0.0163
Si 1.239 1.4761 10.9096 0.0052 0.0128 -0.0083
Si 4.0096 3.9922 10.9779 -0.0209 0.0024 -0.0123
Si 1.3533 6.8284 10.8438 -0.0031 0.0033 -0.0022
Si 3.9975 9.4773 10.9437 -0.0027 0.0008 -0.0027
Si 6.6945 1.4334 11.1413 0.0009 -0.0037 -0.0026
Si 9.4907 4.0685 10.9688 0.0069 0.0007 -0.0083
Si 6.7143 6.8882 11.1237 0.0002 0.011 -0.0065
Si 9.3467 9.5301 11.0648 -0.0009 -0.0058 -0.0115
Si -0.1229 2.6878 12.4291 -0.0004 0.0006 0.0102
Si 2.6143 0.0656 12.1052 -0.0048 -0.0075 0.0159
Si 0.0291 8.1825 12.1992 0.0024 -0.0021 0.0193
Si 2.6029 5.3695 12.1702 0.0024 -0.0011 0.0201
Si 5.1514 2.6382 12.5656 0.0052 -0.0013 0.0122
Si 7.8941 -0.0336 12.5335 0.0001 0.0034 0.0155
Si 5.2122 8.1991 12.5356 -0.0106 -0.0041 0.0167
Si 8.2207 5.5092 12.3083 0.0135 0.0133 -0.0017
Si 1.0948 4.3285 13.6354 -0.0029 0.0027 -0.0446
Si 3.9415 1.0007 13.7471 0.0022 -0.0036 -0.0252
Si 1.1501 9.8042 13.4183 -0.0015 0.0004 -0.0358
Si 4.0002 6.4444 13.6622 -0.0002 0.0075 -0.0338
Si 6.0884 4.1045 14.1369 -0.0045 0.0076 -0.0456
Si 9.6692 0.9772 13.7149 -0.0001 -0.002 -0.049
Si 5.8526 10.1624 13.7599 0.007 -0.0034 -0.0294
Si 9.8732 6.6202 13.5145 0.0052 -0.0003 -0.0482
Si 3.5973 7.4695 23.272 0.0035 0.0025 -0.0701
Si -8.8713 29.2499 19.777 0.0001 0.0005 -0.07
Si 2.0086 26.4349 21.0883 0.0059 0.007 -0.0738
Si -4.1932 30.8944 16.6185 -0.0095 0.0021 -0.0757
Si 16.4923 5.3402 18.7827 0.0118 -0.0084 -0.0742
Si 14.2516 4.5422 23.5835 -0.0069 0.0099 -0.0711
Si 9.073 21.1574 18.2209 0.0117 0.0075 -0.0751
Si 7.5969 14.9712 16.6964 0.0045 -0.0075 -0.0658
Si -32.6982 29.6127 17.6355 -0.0096 -0.0023 -0.0757
Si -7.6584 3.1934 18.8725 0.0009 0.0011 -0.0851
Si 8.5288 39.5235 16.0973 0.0057 -0.0003 -0.067
Si -2.0135 -24.9141 22.8275 -0.0116 -0.0015 -0.0716
Si -4.1098 -11.6829 20.3809 0.0138 -0.0042 -0.0761
Si -2.1079 -8.5767 23.2097 -0.0032 -0.0031 -0.0818
Si -11.4756 -0.3215 22.8775 0.0059 -0.0034 -0.0364
Si 2.0688 -8.3594 15.9435 -0.004 -0.0023 -0.081
Si 17.0197 7.2546 21.2619 -0.0078 -0.005 -0.0698
Si -11.9577 -9.0018 16.6224 0.0002 0.0038 -0.0736
Si -11.4446 26.7712 22.9066 0.0064 -0.0021 -0.0672
Si -8.8512 20.5529 21.5958 0.0058 -0.0052 -0.0714
Si 4.3707 7.9832 17.9415 -0.0006 0.0131 -0.0777
Si 4.3213 0.7578 20.5956 -0.0048 0.0081 -0.0672
Si 24.0625 29.8777 15.6355 0.0044 -0.0007 -0.0817
Si 28.0084 11.6732 22.8214 -0.0032 -0.005 -0.0734
O -0.5373 -12.5141 18.2331 -0.0019 0.0035 0.0273
O -6.4282 4.2281 18.9724 -0.0071 -0.0017 0.0243
O 10.9143 -16.2894 14.1098 -0.0042 0.0023 0.0183
O -20.4606 8.7216 20.5068 0.0005 0.0156 0.0325
O 0.96 7.0481 18.6365 0.0199 -0.0053 0.0419
O 2.686 19.5179 22.6425 0.0095 -0.0128 0.0372
O -7.2183 1.8478 19.6282 0.0091 -0.0169 0.0381
O -3.776 18.4883 16.2661 -0.005 0.0084 0.0275
O 19.4114 7.8844 24.3949 0.0035 -0.0033 0.059
O 6.0141 -15.7812 20.2268 0.0052 0.0217 0.0519
O -5.9742 18.1332 22.3466 -0.0217 0.0003 0.0426
O 6.0482 17.1512 25.9355 0.0002 0.0037 0.018
O 0.5345 2.1031 16.3595 -0.0058 -0.0015 0.0279
O 9.4932 17.9014 17.3827 0.0127 0.0078 0.028
O -1.3431 9.1864 22.4053 0.0007 -0.0004 0.024
O -7.8669 1.4747 15.0912 -0.0173 0.0156 0.0317
O -12.1026 0.8261 17.8394 -0.0062 -0.0192 0.0345
O -3.9179 -0.3651 21.9377 -0.0032 0.0155 0.0444
O 14.365 8 19.2868 -0.0178 -0.0034 0.0433
O -5.9916 -6.2442 24.1083 0.011 -0.0042 0.0348
O 1.626 9.4368 25.4112 0.0026 -0.0003 0.0184
O 2.5575 14.42 24.5795 -0.0034 -0.0225 0.0424
O -1.7122 12.311 15.2052 0.0027 0.011 0.0542
O -6.788 12.3826 25.3505 -0.0035 0.0008 0.0193
O -12.5496 25.5787 22.7342 -0.002 -0.003 0.0222
O 37.5471 1.2615 22.0447 0.0149 0.0019 0.04
O 13.7963 17.7405 14.8239 -0.0149 0.0145 0.0399
O -13.5115 5.3065 15.8973 -0.0044 -0.0041 0.024
O -16.1902 9.0482 17.7924 -0.0107 -0.0019 0.033
O -4.9442 21.8875 24.2767 -0.0134 -0.0065 0.061
O 15.9925 5.4078 14.3176 0.0092 -0.0088 0.0149
O 6.8705 -6.2669 18.0518 -0.0208 0.0136 0.0436
O 7.5272 -3.5727 22.0598 0.0235 0.0038 0.0361
O -2.6898 10.2379 19.597 -0.0249 -0.0002 0.0441
O 11.6955 18.7894 16.2528 -0.0183 -0.0022 0.0496
O -0.0965 37.7738 24.4606 0.0053 0.0124 0.0569
O 4.989 6.4929 17.8166 0.0013 -0.0074 0.0347
O 6.0854 20.7591 15.3492 0.0105 -0.0156 0.0529
O -0.0318 10.7683 14.014 -0.0041 0.0067 0.0215
O 24.6009 -7.9878 17.3321 0.0158 0.0099 0.0617
O 13.1904 17.0982 20.7266 -0.001 -0.0185 0.0295
O 18.3414 4.53 13.3816 -0.0149 -0.0136 0.0138
O 3.1963 4.0593 22.0408 0.0098 -0.0004 0.0473
O 22.6769 21.4864 22.2425 -0.0183 0.0069 0.0308
O 3.3529 -2.4644 16.7792 0.0199 -0.002 0.0415
O 7.0117 3.9002 25.3808 -0.0003 -0.0022 0.0141
O 21.3169 10.6276 24.4823 0.0135 0.0025 0.0637
O -8.9124 14.7058 19.7042 -0.011 0.0113 0.0445
O -7.7034 10.5498 20.9101 -0.0086 -0.0075 0.0257
O -4.3931 3.5061 15.6222 0.0129 0.0026 0.0427
O -8.9912 3.8217 14.9739 0.0083 -0.0144 0.0385
O 9.2364 7.4472 14.776 -0.0153 0.0007 0.0465
O 13.029 9.3555 14.6408 0.0083 -0.0164 0.0425
O 8.8424 14.0014 17.0733 -0.0014 0.0051 0.0208
O -1.8934 24.0083 24.8188 -0.0044 0.0054 0.0286
O 20.4657 1.0858 22.4845 -0.0012 0.003 0.0216
O -1.0246 -4.39 22.5058 0.0006 -0.0033 0.0257
O 5.6127 11.0587 19.7932 -0.0043 0.0029 0.0327
O -13.7403 -1.0049 17.049 0.0139 0.0046 0.0311
O 6.1729 19.4805 20.3558 0.0008 -0.0067 0.033
O 14.742 18.8787 24.7853 -0.0114 0.0091 0.0493
O -3.6859 -8.8098 22.9165 0.0057 0.0018 0.0213
O 22.4067 -6.3325 21.9093 -0.0203 0.0022 0.037
O 2.7909 27.8474 23.536 0.0004 -0.0038 0.0189
H 2.1702 0.5309 33.544 -0.227 0.2741 -0.2639
H 0.5234 2.1707 33.544 0.3343 -0.342 -0.2754
H 3.2748 4.9262 33.5527 0.31 -0.3099 -0.2313
H 4.9096 3.274 33.5527 -0.2298 0.3468 -0.2685
H 0.543 7.6245 33.5174 0.3087 -0.2307 -0.3268
H 2.2029 5.9977 33.5174 -0.276 0.3555 -0.2333
H 4.936 8.681 33.5642 -0.3579 0.3282 -0.2238
H 3.277 10.309 33.5642 0.2395 -0.2305 -0.2968
H 5.9881 2.1846 33.5598 0.317 -0.2424 -0.2989
H 7.6252 0.5346 33.5598 -0.3182 0.3122 -0.2187
H 8.7206 4.8695 33.5599 0.2709 -0.2258 -0.3185
H 10.3592 3.2213 33.5599 -0.3306 0.3848 -0.208
H 7.6328 5.9712 33.5551 -0.2633 0.2833 -0.2577
H 6.0041 7.6291 33.5551 0.3641 -0.2817 -0.2719
H 8.7079 10.3502 33.5567 0.3467 -0.2289 -0.2978
H 10.3493 8.7052 33.5567 -0.2451 0.3589 -0.2137
H 0.8183 1.8873 6.0169 -0.384 0.191 0.3043
H -0.8259 3.5297 6.0169 0.2603 -0.3604 0.2133
H 3.5358 -0.8317 5.9777 -0.3594 0.1587 0.2907
H 1.8952 0.8146 5.9777 0.3521 -0.2754 0.2269
H 0.8252 7.3555 5.991 -0.3192 0.2441 0.3281
H -0.8183 8.9983 5.991 0.2444 -0.3724 0.226
H 1.9126 6.2903 5.967 0.3722 -0.2372 0.2508
H 3.5564 4.6469 5.967 -0.3281 0.2814 0.233
H 6.2627 1.9123 6.0142 -0.2315 0.3204 0.2906
H 4.6278 3.5643 6.0142 0.2621 -0.3402 0.2775
H 7.3402 0.8266 5.9996 0.2396 -0.3516 0.2311
H 8.9911 -0.8092 5.9996 -0.3015 0.2641 0.3008
H 6.2954 7.3427 6.0182 -0.2375 0.3702 0.2805
H 4.6393 8.9737 6.0182 0.2432 -0.3158 0.2549
H 8.9873 4.6096 5.9958 -0.3028 0.2449 0.3095
H 7.3551 6.2639 5.9958 0.2477 -0.3819 0.2294

Results
free energy: -113759.026 eV
free energy less fixed offsets of H -15.71, O -570.45, Si -639.56 eV per atom: -0.306 eV

The program warned: the cutoff lies below the one the program advises for these potential files; the forces do not sum to zero within the program's tolerance; empty levels may hold ghost states of the PAW files; the exchange-correlation potential is rough where the density is thin.
